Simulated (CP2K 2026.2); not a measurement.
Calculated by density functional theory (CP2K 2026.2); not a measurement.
Periodic cell of 510 atoms, Si360O150, from a study of silicon, its oxide and their interface. The atomic structure is a simulated model.
Doubt: the forces sum to 1.48 eV/angstrom along one axis rather than to zero, so they err by at least 0.0029 eV/angstrom per atom on average; the grid cutoff is modest.

Settings: functional PBE; method Gaussian and plane waves; basis set DZVP-MOLOPT-SR-GTH; pseudopotentials GTH-PBE; grid cutoff 350 Ry, relative cutoff 50 Ry; k points Gamma only; occupations fixed; spin none; net charge 0.

Cell vectors (angstrom)
a 16.32 0 0
b 0 16.32 0
c -1.303 1.9208 34.152

Atoms and the computed forces on them: element, x, y, z (angstrom), force x, y, z (eV/angstrom)
Si 14.696 15.288 0.051 0.108 -0.15 0.716
Si 0.878 2.012 0.107 -0.274 0.051 0.681
Si 15.414 3.649 0.231 0.205 -0.213 0.551
Si 1.554 6.535 0.1 -0.053 0.153 0.775
Si 12.379 6.982 32.414 0.064 -0.001 0.064
Si -0.29 10.184 31.801 0.079 -0.003 0.02
Si 1.408 15.302 33.515 0.061 0.213 0.55
Si 9.078 1.947 26.87 0.013 0.079 -0.103
Si 3.763 4.363 0.05 0.205 -0.078 0.808
Si 6.281 7.327 0.14 0.013 0.024 -0.036
Si 4.569 9.027 0.102 0.122 -0.11 0.58
Si 7.232 11.833 0.069 0.185 -0.245 0.548
Si 9.762 14.667 0.094 -0.098 0.171 0.702
Si 12.472 1.106 0.334 -0.023 -0.005 0.747
Si 3.038 10.969 28.42 0.029 0.131 0.03
Si 9.754 7.508 33.634 -0.286 -0.039 0.448
Si 7.703 12.066 34.063 -0.057 0.002 -0.034
Si 11.996 12.474 0.141 0.07 -0.153 0.747
Si 0.01 0.121 1.295 0.02 0.022 -0.08
Si 2.653 2.805 1.426 -0.028 -0.022 -0.069
Si 0.032 5.406 1.47 -0.016 -0.022 -0.052
Si 2.767 8.119 1.349 0.007 -0.024 -0.077
Si 15.858 10.362 1.262 -0.036 -0.031 -0.041
Si 3.199 14.098 1.513 -0.017 0.014 -0.063
Si 4.913 15.829 1.513 -0.024 -0.034 -0.043
Si 8.686 3.139 1.53 0.051 0.07 -0.013
Si 5.401 5.498 1.329 -0.037 -0.042 -0.052
Si 8.119 8.304 1.22 0.027 0.031 0.014
Si 5.492 10.839 1.313 -0.004 0.01 -0.069
Si 8.162 13.545 1.394 -0.01 -0.027 -0.042
Si 10.871 16.23 1.502 0.012 -0.024 -0.019
Si 13.67 2.71 1.503 -0.008 0.046 -0.041
Si 10.343 4.933 1.566 -0.045 -0.08 -0.007
Si 14.052 8.554 1.361 0.044 0.068 -0.053
Si 10.759 10.914 1.36 0.035 0.044 -0.037
Si 13.624 13.622 1.358 0.003 0.039 -0.033
Si 15.004 1.341 2.845 0.024 0.01 -0.014
Si 1.38 4.117 2.889 -0.005 0.002 -0.01
Si 14.984 6.845 2.715 -0.042 0.011 -0.007
Si 1.309 9.477 2.613 -0.018 0.056 -0.002
Si 14.959 12.149 2.605 0.044 -0.009 -0.016
Si 1.38 15.055 2.661 -0.037 -0.045 0.016
Si 3.999 1.339 2.698 0.047 0.004 0.003
Si 6.828 4.127 2.647 0.019 -0.041 -0.001
Si 4.069 6.782 2.797 0.014 -0.021 -0.035
Si 6.822 9.546 2.767 0.017 -0.034 -0.034
Si 4.142 12.258 2.663 -0.028 -0.006 0.024
Si 6.739 14.901 2.712 0.016 0.033 0.025
Si 9.58 1.372 2.809 -0.038 -0.026 0.005
Si 12.2 4.051 2.758 -0.024 -0.001 0.017
Si 9.412 6.826 2.632 0.021 0.007 -0.055
Si 12.25 9.534 2.608 0.017 -0.027 -0.024
Si 9.515 12.256 2.83 -0.012 -0.008 -0.017
Si 12.273 14.902 2.829 0.003 0.007 0.012
Si 13.624 16.293 4.158 -0.028 -0.007 -0.024
Si 0.011 2.725 4.183 0.002 -0.016 0.012
Si 13.563 5.486 4.039 -0.008 0 0.001
Si 0.052 8.136 4.098 -0.017 0.016 -0.001
Si 13.556 10.9 4.043 0.001 0.002 -0.012
Si 0.029 13.563 3.944 0.021 0.009 -0.001
Si 2.659 16.37 4.136 -0.002 -0.015 -0.002
Si 5.458 2.706 3.98 -0.006 -0.002 0.024
Si 2.744 5.463 4.197 -0.016 0.007 0.023
Si 5.448 8.17 4.099 -0.012 -0.012 -0.015
Si 2.684 10.899 3.952 0.001 0.01 -0.013
Si 5.479 13.524 4.133 -0.006 0.005 -0.004
Si 8.109 16.321 4.039 0.012 0.008 -0.001
Si 10.952 2.67 4.193 -0.027 0.042 -0.021
Si 8.086 5.513 4.086 -0.003 -0.009 0.001
Si 10.888 8.134 3.963 0.029 -0.045 -0.002
Si 8.155 10.883 4.148 0.001 0.033 0.006
Si 10.894 13.581 4.172 0.008 0.024 0.005
Si 15.006 14.892 5.412 0.004 -0.004 -0.006
Si 1.351 1.371 5.537 -0.026 0.044 0.041
Si 14.923 4.118 5.436 0.015 -0.007 0.024
Si 1.368 6.816 5.513 0.01 -0.019 0.028
Si 14.954 9.525 5.387 0.001 -0.01 -0.064
Si 1.37 12.246 5.368 -0.006 0.001 0.023
Si 4.069 14.947 5.409 0.023 0.001 -0.037
Si 6.779 1.364 5.409 -0.004 0.008 0.006
Si 4.126 4.046 5.435 0.005 -0.007 0
Si 6.773 6.822 5.492 -0.028 0.012 0.036
Si 4.046 9.554 5.382 -0.006 -0.006 -0.002
Si 6.809 12.218 5.524 0.024 -0.028 0.032
Si 9.491 14.979 5.435 0.001 0.002 -0.002
Si 12.283 1.326 5.54 0.039 -0.003 0.03
Si 9.509 4.107 5.405 0.006 -0.011 -0.051
Si 12.213 6.818 5.409 -0.005 0.008 0.022
Si 9.553 9.486 5.402 -0.002 0 0.009
Si 12.252 12.215 5.488 -0.031 0.007 0.023
Si -0.009 16.281 6.82 -0.001 -0.013 -0.012
Si 2.749 2.728 6.828 0.01 0.004 -0.001
Si -0.019 5.445 6.818 -0.01 -0.007 0.002
Si 2.734 8.2 6.811 0.009 -0.002 0
Si 0 10.889 6.746 0.011 0.029 0.008
Si 2.715 13.592 6.775 -0.017 -0.018 0.003
Si 5.426 16.312 6.774 0.011 0.022 0.011
Si 8.156 2.73 6.765 -0.036 -0.003 0.005
Si 5.439 5.427 6.819 -0.013 -0.014 0.001
Si 8.179 8.166 6.803 0.016 -0.002 -0.001
Si 5.408 10.861 6.814 -0.004 0.004 -0.002
Si 8.168 13.609 6.827 0.007 0.01 -0.004
Si 10.862 16.303 6.829 -0.017 -0.012 -0.003
Si 13.62 2.739 6.842 -0.005 0.007 0
Si 10.869 5.447 6.785 0.024 0.018 0.007
Si 13.598 8.171 6.764 -0.026 -0.019 0.015
Si 10.88 10.844 6.804 0.009 -0.01 -0.002
Si 13.626 13.585 6.807 0.004 0.007 -0.004
Si 14.982 1.355 13.577 0.001 -0.008 -0.002
Si 1.398 4.09 13.598 0.005 0.002 -0.006
Si 14.985 6.829 13.589 0.003 -0.01 -0.013
Si 1.349 9.532 13.601 -0.012 0.006 -0.011
Si 14.945 12.232 13.62 0.004 0.003 0.001
Si 1.349 14.964 13.611 0.013 -0.009 0.005
Si 4.083 1.384 13.634 0 -0.011 0.006
Si 6.788 4.058 13.62 0.017 -0.019 0.003
Si 4.091 6.778 13.587 -0.008 -0.007 -0.003
Si 6.801 9.496 13.593 0.006 0.003 -0.003
Si 4.063 12.234 13.597 0.007 0.005 -0.003
Si 6.777 14.96 13.588 -0.005 0.011 -0.004
Si 9.477 1.337 13.568 -0.002 0.017 -0.016
Si 12.245 4.105 13.557 -0.011 -0.004 -0.004
Si 9.522 6.8 13.614 -0.008 0.008 0.007
Si 12.254 9.52 13.631 0.009 -0.002 0.006
Si 9.528 12.225 13.591 0.008 -0.004 0
Si 12.228 14.938 13.582 -0.007 0.01 -0.008
Si 13.6 16.31 14.905 0.019 0.021 0.005
Si 0.049 2.706 14.93 0.021 -0.013 -0.001
Si 13.598 5.485 14.91 -0.003 -0.008 -0.002
Si 0.018 8.174 14.983 -0.001 -0.007 -0.013
Si 13.607 10.879 15.02 0.001 0.021 -0.004
Si -0.011 13.595 14.967 -0.009 -0.008 0.004
Si 2.687 16.354 14.968 -0.016 0.012 0.014
Si 5.442 2.724 15.037 0.007 0.018 0.022
Si 2.762 5.434 14.988 -0.002 -0.02 -0.013
Si 5.456 8.111 14.951 0.01 -0.004 -0.007
Si 2.693 10.891 14.963 -0.007 0.013 -0.002
Si 5.425 13.594 14.943 0.006 -0.005 -0.017
Si 8.11 16.322 14.961 0.004 0.004 -0.008
Si 10.857 2.724 14.852 0.002 -0.005 -0.016
Si 8.155 5.424 14.958 -0.009 -0.002 0.009
Si 10.903 8.141 14.981 0.004 -0.018 0.012
Si 8.159 10.865 14.938 -0.027 0.005 -0.006
Si 10.878 13.58 14.965 0.01 -0.006 0.001
Si 14.97 14.996 16.299 0.006 -0.01 -0.011
Si 1.38 1.399 16.4 0.011 0.004 -0.003
Si 14.976 4.097 16.175 0.015 0.003 -0.014
Si 1.427 6.835 16.314 0.004 0.029 0.009
Si 14.972 9.5 16.383 0.028 -0.014 -0.001
Si 1.313 12.225 16.355 0.007 0.005 0.023
Si 4.047 14.968 16.269 -0.005 -0.026 -0.021
Si 6.81 1.361 16.403 -0.01 0.002 0.03
Si 4.079 4.082 16.429 0.009 0.012 -0.017
Si 6.76 6.711 16.352 -0.009 -0.004 0.015
Si 4.09 9.507 16.245 0 0.006 -0.033
Si 6.791 12.228 16.288 0.024 -0.007 -0.026
Si 9.456 14.924 16.274 -0.059 -0.003 0.009
Si 12.185 1.354 16.177 -0.003 0.017 0.011
Si 9.573 4.077 16.262 -0.008 -0.001 -0.02
Si 12.289 6.808 16.364 0.004 0.016 0.015
Si 9.503 9.491 16.297 -0.009 0.032 0.002
Si 12.249 12.261 16.374 0.003 -0.017 0.01
Si -0.04 16.364 17.707 0.003 -0.018 -0.01
Si 2.757 2.723 17.841 0.032 -0.007 0.009
Si 0.022 5.423 17.529 0.04 -0.032 0.004
Si 2.827 8.187 17.69 0.016 -0.086 0
Si 0.019 10.821 17.777 0.003 0.014 -0.002
Si 2.678 13.643 17.638 0.018 0.013 -0.001
Si 5.358 16.286 17.687 -0.008 -0.02 -0.001
Si 8.257 2.775 17.683 -0.005 -0.015 -0.03
Si 5.437 5.397 17.857 0.01 0.001 0.014
Si 8.155 8.078 17.624 0.006 0.044 -0.032
Si 5.428 10.845 17.595 0.018 0.005 0.031
Si 8.105 13.582 17.681 0.012 -0.008 -0.016
Si 10.816 16.328 17.53 -0.009 0.006 0.003
Si 13.568 2.739 17.437 -0.009 0.016 -0.022
Si 10.954 5.372 17.661 0.005 -0.043 -0.033
Si 13.62 8.172 17.791 0.007 0.045 -0.014
Si 10.829 10.867 17.665 -0.015 0.004 -0.02
Si 13.657 13.661 17.701 -0.033 -0.024 -0.018
Si 14.8 1.456 18.899 0 -0.033 0.007
Si 1.266 4.127 19.042 -0.017 -0.014 0.017
Si 15.071 6.722 18.999 -0.031 0.001 0.015
Si 1.486 9.485 19.12 -0.065 -0.004 0.028
Si 14.992 12.251 19.089 -0.048 0.011 0.017
Si 1.371 15.034 19.048 -0.053 0.066 0.058
Si 4.153 1.325 19.22 0.025 0.056 0.033
Si 6.895 4.013 19.162 -0.001 -0.072 0.039
Si 4.082 6.842 19.205 -0.027 0.001 -0.015
Si 6.76 9.425 18.92 -0.016 -0.027 -0.024
Si 4.046 12.231 18.893 -0.01 0.027 0.055
Si 6.724 14.936 19.032 -0.028 -0.006 -0.048
Si 9.608 1.367 19.006 0.033 0.029 -0.038
Si 12.362 4.002 18.981 0.019 0.066 0.071
Si 9.548 6.705 18.944 -0.013 0.029 0.104
Si 12.174 9.562 19.095 0.036 -0.038 0.037
Si 9.459 12.22 19.034 0.014 0.019 0.01
Si 12.189 15.079 18.909 0.009 -0.086 0.017
Si 13.09 16.805 20.234 -0.008 0.05 0.039
Si -0.581 3.186 20.191 0.014 0.009 0.053
Si 1.277 7.146 25.409 0.079 -0.008 -0.058
Si 0.521 7.645 20.254 0.311 -0.195 -0.573
Si 10.186 10.532 26.79 -0.058 -0.02 -0.041
Si 0.078 13.624 20.403 0.425 -0.407 -0.295
Si 2.529 16.503 20.536 0.122 -0.132 -0.791
Si 6.181 2.037 20.333 0.082 -0.06 -0.663
Si 3.021 5.134 22.413 -0.228 0.183 -0.605
Si 5.538 8.211 20.555 0.001 -0.045 0.021
Si 2.831 10.948 20.435 0.025 0 0.009
Si 5.335 13.51 20.348 0.009 -0.012 0.029
Si 7.899 16.594 20.205 -0.018 -0.05 0.125
Si 11.383 2.316 20.321 0 -0.017 0.067
Si 8.283 5.417 20.483 -0.386 0.35 -0.332
Si 10.825 8.072 20.349 -0.341 0.441 -0.383
Si 8.092 10.754 20.268 0.045 -0.033 -0.01
Si 10.949 13.601 20.232 -0.151 0.07 -0.55
Si 14.423 15.742 21.845 -0.41 0.251 -0.396
Si 0.107 1.799 21.914 -0.177 0.302 -0.579
Si 14.119 4.985 20.278 0.09 -0.259 -0.545
Si 2.218 5.865 20.333 0.002 0.031 0.022
Si -0.009 8.575 23.232 0.024 0.13 -0.067
Si 1.764 12.593 21.79 0.078 0.074 0.007
Si 3.714 14.113 22 -0.145 -0.648 -0.478
Si 9.885 17.635 24.096 -0.032 -0.01 -0.014
Si 5.415 3.285 22.992 -0.127 0.026 0.041
Si 7.407 7.268 21.743 0.106 0.139 -0.552
Si 4.66 10.111 21.746 0.004 0.022 -0.022
Si 6.383 11.77 21.492 -0.075 -0.023 -0.012
Si 8.944 15.401 21.982 -0.255 0.239 -0.554
Si 13.872 13.917 24.251 0.014 -0.049 -0.097
Si 10.488 3.668 22.092 0.338 -0.276 -0.481
Si 0.086 4.625 26.403 0.093 0.073 0.001
Si 9.073 9.04 21.564 -0.254 -0.204 -0.469
Si 13.193 11.323 20.327 0.2 -0.147 -0.709
Si 7.107 16.933 28.831 -0.004 0.068 0.062
Si 11.266 5.762 27.404 0.121 -0.029 -0.078
Si 0.926 8.599 28.11 0.072 -0.179 0.05
Si 4.26 15.386 32.265 0.024 -0.069 0.149
Si 12.38 6.141 22.443 0.053 -0.019 -0.072
Si 8.303 14.684 30.076 -0.146 -0.002 0.047
Si 14.522 9.854 29.11 0.048 0.044 0.127
Si 13.945 16.676 31.157 0.027 0.083 0.165
Si 11.909 17.57 26.231 -0.153 -0.072 0.038
Si 10.075 10.974 23.642 -0.095 -0.215 0.038
Si 14.339 12.784 28.274 0.063 0.145 -0.084
Si -0.83 12.959 33.291 -0.229 -0.201 0.63
Si 4.004 6.958 24.589 0.01 0 -0.079
Si 2.564 13.839 27.174 0.031 -0.018 0.083
Si 5.451 10.989 26.502 -0.039 -0.053 -0.094
Si 11.348 5.167 30.424 0.056 0.013 0.054
Si 7.372 10.357 30.546 0.29 0.508 0.199
Si 12.509 8.565 27.366 -0.021 0.106 -0.07
Si 13.442 3.719 26.94 -0.116 0.031 0.136
Si 9.386 3.683 32.052 -0.086 -0.136 0.058
Si 3.062 15.902 29.552 0.06 -0.036 0.037
Si 7.18 6.308 28.556 0.452 -0.418 -0.362
Si 4.56 1.949 33.612 -0.251 -0.137 0.512
Si 7.691 12.809 23.086 -0.421 -0.183 -0.305
Si 4.013 10.041 24.015 0.241 0.011 -0.663
Si 1.453 3.178 24.199 0.056 0.071 -0.048
Si 13.538 8.206 24.496 -0.126 0.008 -0.152
Si 1.151 11.343 23.716 0.133 0.425 -0.644
Si 2.743 10.348 31.294 0.068 -0.011 0.186
Si 11.832 9.689 33.464 0.084 0.044 0.621
Si 13.099 11.068 23.24 0.069 -0.03 0.014
Si 4.53 14.791 24.939 0.001 0.01 -0.076
Si 6.676 5.737 24.319 -0.03 0.13 -0.05
Si -0.026 13.344 25.913 -0.039 0.009 -0.074
Si 4.422 4.858 29.178 0.004 0.016 0.018
Si 6.725 4.076 33.671 0.267 0.178 0.574
Si 13.547 3.15 30.091 0.051 0.004 -0.027
Si 11.377 12.423 31.951 -0.128 0.072 0.138
Si 1.427 5.658 29.056 0.003 -0.002 0.087
Si 4.167 4.61 32.334 -0.008 -0.041 0.117
Si 3.912 1.584 25.004 0.107 -0.037 0.005
Si 5.178 8.943 31.994 -0.046 0.044 0.594
Si 9.565 13.485 27.596 -0.084 -0.17 -0.055
Si 0.644 16.977 31.091 0.046 0.106 0.133
Si 6.9 13.454 25.968 0.016 -0.017 -0.022
Si 0.208 3.656 31.122 -0.016 0.008 0.023
Si 7.54 9.363 27.693 0.007 0.045 0.116
Si 8.292 12.169 31.692 -0.504 -0.582 0.387
Si 13.706 13.803 30.879 0.098 -0.07 0.079
Si 4.402 1.881 28.054 0.046 -0.001 0.044
Si 7.674 7.508 31.268 -0.009 0.06 0.037
Si 8.419 17.327 31.33 -0.056 -0.026 0.076
Si 8.388 5.035 26.903 -0.374 0.228 0.561
Si 12.281 14.623 26.724 0.123 0.029 0.018
Si 14.969 1.349 8.179 0.004 -0.001 -0.002
Si 1.365 4.088 8.164 0.005 -0.002 -0.006
Si 14.943 6.815 8.156 -0.003 0.008 0.004
Si 1.352 9.547 8.148 -0.006 0.002 0.004
Si 14.98 12.227 8.152 -0.001 -0.011 0.011
Si 1.365 14.939 8.164 0.004 0.004 0.008
Si 4.088 1.345 8.164 -0.003 -0.006 0.008
Si 6.809 4.072 8.158 0.008 0.001 0.009
Si 4.08 6.807 8.16 -0.005 -0.006 -0.006
Si 6.797 9.512 8.163 -0.006 -0.004 -0.008
Si 4.064 12.239 8.163 -0.003 0.012 0.008
Si 6.788 14.966 8.159 0.005 0.002 0
Si 9.505 1.371 8.155 0.014 0.011 0.01
Si 12.23 4.094 8.167 -0.015 -0.004 0.011
Si 9.525 6.8 8.163 0.002 -0.015 0.008
Si 12.249 9.507 8.157 0.007 0.004 0.004
Si 9.526 12.224 8.161 -0.001 0.006 -0.012
Si 12.244 14.94 8.162 -0.006 0.001 -0.003
Si 13.589 16.315 9.525 -0.018 0.014 0.004
Si 0.022 2.712 9.526 0.02 -0.013 0
Si 13.595 5.454 9.526 0.004 0.001 0.001
Si -0.003 8.173 9.508 -0.008 -0.001 0.004
Si 13.609 10.873 9.506 -0.006 -0.002 -0.001
Si 0.004 13.586 9.522 -0.002 -0.002 -0.005
Si 2.722 16.31 9.518 0.004 0.003 -0.002
Si 5.445 2.712 9.509 0.002 -0.012 -0.005
Si 2.717 5.455 9.521 -0.013 0.018 0.006
Si 5.448 8.147 9.53 0.02 -0.023 -0.003
Si 2.706 10.887 9.531 -0.007 0.008 0.001
Si 5.432 13.6 9.522 -0.002 0.011 0.009
Si 8.147 16.325 9.516 -0.016 -0.002 0.001
Si 10.871 2.724 9.52 -0.006 0.01 0.01
Si 8.164 5.435 9.515 0.005 -0.006 0.002
Si 10.889 8.156 9.518 0.011 0.004 -0.006
Si 8.152 10.881 9.524 0 0.017 -0.003
Si 10.888 13.577 9.521 0.011 -0.022 0.004
Si 14.954 14.945 10.873 0.008 0 -0.004
Si 1.378 1.354 10.889 0.004 -0.01 0.005
Si 14.975 4.088 10.87 -0.005 -0.009 -0.004
Si 1.358 6.814 10.876 0.001 -0.005 -0.002
Si 14.962 9.528 10.875 -0.01 0.012 -0.012
Si 1.354 12.244 10.899 -0.006 0.009 0.011
Si 4.074 14.961 10.886 -0.011 0.005 -0.002
Si 6.782 1.354 10.879 0.005 0.02 0.008
Si 4.088 4.08 10.861 0.005 -0.009 -0.012
Si 6.811 6.786 10.886 0.002 -0.009 0.003
Si 4.073 9.512 10.877 0 0.006 -0.009
Si 6.792 12.238 10.889 0.003 -0.007 0.001
Si 9.514 14.949 10.86 0.012 0.001 -0.011
Si 12.233 1.361 10.883 0 -0.008 0.013
Si 9.508 4.077 10.882 -0.004 0.008 0.004
Si 12.242 6.813 10.891 -0.017 0.004 0.015
Si 9.526 9.517 10.874 0.002 -0.015 -0.003
Si 12.248 12.218 10.878 0.009 0.007 -0.004
Si 0.002 16.305 12.223 -0.015 -0.01 -0.006
Si 2.744 2.727 12.237 0.015 0.014 0
Si 0.016 5.446 12.242 -0.004 0.004 0
Si 2.716 8.158 12.25 -0.001 -0.001 0.008
Si -0.013 10.885 12.248 0.004 0 -0.002
Si 2.714 13.609 12.249 0.007 0.007 0.004
Si 5.419 16.331 12.25 0.001 -0.014 -0.006
Si 8.133 2.714 12.23 -0.013 -0.02 -0.008
Si 5.449 5.42 12.236 0.006 0.007 -0.006
Si 8.174 8.155 12.236 0.011 0.009 -0.002
Si 5.429 10.867 12.245 -0.013 -0.008 0.005
Si 8.16 13.6 12.242 -0.001 0.011 0.001
Si 10.865 16.306 12.228 -0.007 0.003 0.005
Si 13.616 2.728 12.226 0.009 0.017 -0.001
Si 10.867 5.451 12.226 -0.002 -0.019 -0.002
Si 13.609 8.179 12.244 0.015 0.008 -0.003
Si 10.892 10.862 12.244 0.001 0.006 -0.007
Si 13.597 13.581 12.237 -0.015 -0.019 -0.009
O 0.816 16.555 32.654 -0.361 0.323 0.177
O 5.398 14.354 32.77 -0.039 -0.24 -0.294
O -0.526 9.083 32.961 -0.324 -0.159 -0.209
O 13.982 16.717 32.773 0.065 -0.175 0.094
O 2.478 10.527 24.159 -0.089 0.124 0.334
O 1.956 4.548 23.488 -0.247 0.273 0.141
O 13.676 15.013 23.086 -0.577 0.04 0.048
O 1.252 7.869 23.96 0.448 0.023 -0.156
O -0.066 8.121 21.701 -0.224 -0.172 -0.014
O 13.676 10.72 21.767 0.605 -0.189 0.147
O 15.298 14.545 21.191 -0.127 -0.167 -0.155
O 15.466 16.88 22.331 0.027 0.193 0.476
O 3.221 15.651 21.751 0.183 0.415 0.489
O 4.13 3.946 22.245 0.013 -0.174 -0.366
O 6.442 4.464 23.356 0.213 -0.106 -0.205
O 11.736 7.113 21.327 0.243 0.042 0.056
O 15.274 14.218 25.013 0.311 0.765 0.013
O 12.134 12.54 20.707 -0.03 0.228 0.284
O 9.63 9.538 23.037 0.262 -0.285 0.544
O 0.055 10.192 23.332 -0.505 0.113 -0.3
O 12.224 1.971 33.815 0.022 0.225 -0.495
O 9.478 16.434 23.11 0.228 -0.045 0.344
O 7.848 17.137 32.832 -0.523 0.26 -0.102
O 9.621 15.52 33.774 -0.058 -0.11 -0.258
O 0.123 3.84 32.719 0.129 0.087 -0.262
O 2.564 2.023 24.255 -0.165 -0.097 -0.394
O 8.483 3.426 27.167 -0.226 -0.149 0.102
O 3.727 6.452 23.066 -0.029 0.515 -0.406
O 4.831 11.024 25.01 0.02 0.251 -0.007
O 15.044 7.986 24.01 0.263 -0.509 -0.089
O 5.804 17.403 28.037 0.13 -0.31 -0.525
O 9.894 12.146 31.417 0.103 -0.314 -0.423
O 11.54 11.431 23.189 -0.148 0.325 -0.046
O 0.954 2.232 30.857 0.399 0.124 -0.373
O 11.087 6.621 33.337 0.041 -0.482 0.181
O 9.156 12.128 23.01 0.305 0.108 -0.332
O 13.949 11.242 28.52 -0.323 -0.212 -0.209
O 1.341 7.366 33.693 0.085 -0.174 -0.259
O 9.879 5.598 26.623 -0.025 0.003 -0.212
O 4.148 15.408 30.652 0.474 -0.172 -0.276
O 11.886 11.045 32.6 0.235 -0.033 -0.073
O 6.07 2.256 21.954 -0.067 -0.347 0.179
O 9.336 13.904 29.13 0.521 -0.438 0.081
O 5.535 5.018 33.101 0.009 0.474 0.283
O 14.887 4.157 26.436 -0.047 -0.121 -0.092
O 3.78 3.077 32.725 -0.623 -0.025 -0.42
O 6.014 12.457 26.877 0.032 0.367 0.72
O 3.608 13.949 25.954 -0.115 -0.213 -0.039
O 7.106 15.343 29.186 -0.273 -0.44 -0.035
O 12.409 12.834 30.782 -0.038 -0.12 -0.498
O 8.208 8.983 30.843 0.514 -0.086 -0.199
O 13.161 9.73 24.124 -0.035 0.097 0.33
O 11.324 17.262 24.749 0.269 -0.073 -0.251
O 2.785 6.569 25.578 0.04 -0.507 0.545
O 12.438 4.05 30.835 -0.105 -0.304 0.298
O 13.448 3.351 28.504 -0.034 0.005 0.1
O 2.952 11.224 32.649 -0.199 0.431 -0.22
O 7.23 10.383 28.93 -0.231 0.406 0
O 4.105 16.327 24.8 -0.178 0.058 -0.228
O 2.459 12.32 27.733 -0.433 0.015 0.072
O 9.059 15.924 30.814 0.466 -0.027 0.212
O 3.008 5.513 28.765 -0.097 0.459 -0.232
O 5.329 6.2 25.091 0.003 -0.337 0.737
O 7.881 14.381 22.682 -0.284 0.07 0.317
O -0.808 12.731 27.181 0.284 -0.22 -0.014
O 6.642 9.898 26.468 0.058 -0.098 -0.509
O 15.026 3.585 30.546 -0.059 0.235 0.119
O 10.717 14.397 26.964 -0.278 0.351 -0.053
O 10.36 3.78 33.314 0.137 0.365 -0.168
O 7.256 12.649 24.624 -0.168 -0.391 0.086
O 10.29 9.078 33.581 -0.383 0.474 -0.105
O 10.199 14.495 21.407 0.251 -0.053 0.307
O 13.218 17.946 30.502 -0.693 -0.097 -0.367
O 9.972 2.719 23.298 -0.059 0.245 0.303
O 3.015 5.618 32.82 -0.287 -0.027 -0.557
O 9.208 4.416 21.416 0.011 0.089 0.275
O 7.14 7.836 27.991 -0.08 0.056 -0.075
O 11.941 6.605 30.9 -0.113 0.253 -0.352
O 7.811 6.431 30.068 0.169 -0.283 0.006
O 7.864 3.952 32.523 -0.183 0.092 -0.266
O 11.646 9.898 27.041 0.216 0.351 0.148
O 1.073 7.25 29.022 0.123 0.04 0.466
O 4.408 14.078 23.482 0.125 -0.352 0.172
O 3.415 17.382 29.021 -0.489 0.135 0.297
O 0.405 14.009 33.504 0.175 -0.048 0.008
O 4.596 3.388 28.551 0.283 0.016 -0.244
O 7.733 13.618 31.156 -0.352 0.307 0.232
O 11.095 5.121 28.857 -0.255 -0.461 0.007
O 9.97 10.866 25.235 0.04 0.047 0.117
O -0.449 9.367 28.395 0.023 0.053 -0.175
O 10.683 1.851 27.126 0.269 0.346 0.686
O 11.414 4.861 22.732 0.015 -0.109 0.277
O 0.944 8.218 26.548 -0.211 0.137 -0.073
O 7.243 17.708 30.264 -0.292 0.321 0.126
O 5.918 10.214 31.274 -0.206 0.498 -0.043
O -0.307 11.649 32.486 0.266 0.019 -0.114
O 11.364 13.641 33.012 0.354 0.24 -0.069
O 2.107 9.664 28.321 0.11 -0.103 0.228
O 11.525 7.327 27.598 -0.295 0.167 -0.088
O 0.26 2.596 23.305 -0.42 0.017 0.349
O 6.041 2.598 33.93 0.14 -0.349 0.125
O 7.19 6.931 23.351 0.071 0.198 0.374
O 4.206 8.548 24.604 0.254 -0.132 0.138
O 6.04 14.751 25.531 0.301 0.65 0.095
O 3.647 8.98 31.405 -0.267 -0.328 0.048
O 14.862 10.011 30.691 -0.319 -0.019 0.184
O 13.441 8.148 26.105 0.476 -0.091 0.25
O 9.908 4.824 31.057 -0.376 0.224 -0.027
O 6.075 7.629 31.608 -0.137 -0.296 -0.184
O 1.009 4.894 30.435 0.172 0.2 0.289
O 0.98 3.482 25.702 0.046 -0.3 0.297
O 1.176 9.959 31.142 -0.028 -0.192 -0.208
O 4.404 10.585 27.658 -0.051 -0.602 0.237
O 0.61 4.896 27.894 0.019 -0.348 0.301
O 13.21 15.326 30.681 -0.694 0.059 -0.549
O 14.766 13.391 29.72 0.454 0.272 0.007
O 8.24 13.834 26.75 0.071 0.303 -0.273
O 8.58 7.141 32.559 -0.153 -0.316 -0.014
O 13.912 12.362 23.782 0.242 -0.068 0.07
O 2.844 14.876 32.875 -0.112 -0.7 -0.107
O 5.094 2.462 24.342 0.552 0.197 0.183
O 12.44 4.959 26.644 -0.065 0.333 -0.502
O 14.394 13.677 32.338 -0.19 0.317 0.236
O 13.638 6.088 32.881 0.022 0.043 -0.614
O 9.101 9.451 27.301 0.094 -0.522 0.26
O 12.648 7.041 23.775 -0.283 -0.15 0.289
O 4.632 16.885 32.769 0.024 0.064 0.029
O 3.008 14.841 28.348 0.019 0.151 -0.051
O 8.827 1.516 25.317 -0.691 -0.161 -0.122
O 0.197 5.961 25.511 -0.26 -0.069 -0.14
O 12.622 14.105 25.24 -0.324 -0.332 -0.086
O 3.807 1.918 26.566 -0.064 0.194 -0.053
O 4.43 4.727 30.772 0.2 -0.184 -0.071
O 13.746 5.522 21.802 0.367 0.017 0.344
O 9.981 11.924 27.586 0.36 -0.06 0.269
O 0.611 12.176 24.997 -0.093 0.005 0.285
O 5.65 5.77 28.667 -0.331 0.19 0.013
O 1.136 14.27 26.541 -0.257 0.387 0.121
O 12.556 16.219 26.853 0.571 0.107 0.357
O 12.679 8.56 32.637 0.703 0.007 -0.5
O 13.032 2.394 26.121 0.256 0.066 -0.298
O 1.511 1.216 21.297 0.021 0.124 -0.022
O 3.218 11.224 30.015 0.081 0.366 0.099
O 13.375 8.779 28.72 -0.233 -0.488 0.268
O 8.378 17.234 27.883 0.183 -0.481 0.101
O 13.131 13.726 27.762 -0.084 -0.136 0.024
O 7.683 5.316 25.478 0.2 0.109 -0.229
O -0.855 16.648 30.625 0.082 -0.103 -0.378
O 1.61 16.029 30.228 -0.264 -0.264 -0.146
O 9.487 2.22 31.355 0.61 -0.147 -0.434

Results
total energy: -104286.990 eV
total energy less fixed offsets of O -438.35, Si -107.03 eV per atom: -3.690 eV
